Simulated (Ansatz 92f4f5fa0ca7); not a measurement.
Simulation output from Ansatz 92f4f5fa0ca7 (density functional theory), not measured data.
Periodic cell of 213 atoms, Si132O78H3, from a study of silicon, its oxide and their interface. The atomic structure is a simulated model.
Doubt: the cutoff is far below the 930 eV that the study's wrapper takes by default for these files, so forces and energies are approximate.

Settings: functional PBE; potential files Ansatz PAW; basis plane waves; wave-function cutoff 580 eV; density cutoff ratio 5; exchange-correlation grid ratio 1; k mesh 1 x 1 x 1, Gamma-centred; self-consistency stop 5e-08 eV per atom in the density residual; occupations fixed; spin none; net charge +1 e, with a uniform compensating background and no finite-size correction.

Cell vectors (angstrom)
a, 10.938, 0, 0
b, 0, 10.938, 0
c, 0, 0, 31.231

Atoms and the computed forces on them: element, x, y, z (angstrom), force x, y, z (eV/angstrom)
Si, 10.4266, 0.5461, 23.758, 0.0431, -0.0427, -0.175
Si, 6.1056, 10.3431, 23.8695, -0.0343, 0.0217, -0.1683
Si, 2.2598, 3.1185, 23.7685, 0.0448, -0.0826, -0.1818
Si, 8.6248, 2.3703, 23.8052, -0.05, 0.0691, -0.1502
Si, 0.6429, 4.9788, 23.8498, -0.0045, 0.0532, -0.1517
Si, 4.9859, 5.9434, 23.8721, 0.0153, -0.0242, -0.0236
Si, 3.2716, 7.641, 23.9037, -0.0182, 0.0219, -0.0351
Si, 7.783, 8.5402, 23.8329, 0.0596, -0.0928, -0.1687
Si, 1.2824, 1.4101, 25.0676, -0.0098, 0.0312, 0.0778
Si, 6.9405, 1.2804, 25.0655, 0.0454, 0.0134, 0.0692
Si, 4.0555, 4.0903, 25.0158, -0.0321, 0.0628, 0.0535
Si, 9.6941, 4.0732, 25.0349, 0.0274, -0.0223, 0.0698
Si, 1.502, 6.7301, 25.1614, 0.0512, 0.0027, 0.0587
Si, 6.7832, 6.8525, 25.1197, -0.0387, 0.0267, 0.049
Si, 4.2084, 9.4937, 25.0342, 0.0246, -0.0537, 0.0552
Si, 9.5579, 9.6115, 24.99, -0.0223, 0.0273, 0.056
Si, 2.7496, -0.0232, 26.3072, -0.0142, -0.017, -0.165
Si, 8.2642, -0.0253, 26.5201, 0.0235, -0.0095, 0.1321
Si, 0.0221, 2.7499, 26.5467, -0.0164, 0.0126, 0.1443
Si, 5.4895, 2.7002, 26.3218, -0.0246, -0.0238, -0.1526
Si, 2.788, 5.3871, 26.5774, -0.0144, -0.0376, 0.1828
Si, 8.2399, 5.4439, 26.3467, -0.0013, -0.0071, -0.1323
Si, 0.0319, 8.1984, 26.327, 0.0098, -0.0039, -0.1485
Si, 5.4944, 8.209, 26.5599, -0.0032, 0.0309, 0.1807
Si, 4.1007, 1.3532, 27.7096, 0.0108, 0.0295, 0.1562
Si, 9.5999, 1.3584, 27.8921, -0.0259, 0.0502, -0.2488
Si, 1.3796, 4.0824, 27.9391, 0.021, 0.0553, -0.3483
Si, 6.8569, 4.0722, 27.7207, 0.014, 0.0577, 0.1382
Si, 4.1375, 6.8102, 27.9062, -0.0311, 0.0598, -0.2587
Si, 9.5828, 6.8474, 27.7215, -0.0017, -0.0033, 0.1377
Si, 1.3908, 9.5618, 27.7217, -0.011, 0.0137, 0.1473
Si, 6.8678, 9.5853, 27.8991, -0.0344, -0.037, -0.2609
Si, 0.0401, -0.0262, 29.1772, 0.0047, -0.1118, 0.0217
Si, 5.4525, 0.0232, 29.1734, -0.027, -0.0107, 0.0007
Si, 2.7658, 2.6928, 29.1892, 0.0554, -0.0207, 0.0192
Si, 8.1917, 2.7356, 29.1791, 0.0486, -0.0073, -0.0021
Si, -0.0184, 5.4959, 29.1815, -0.0475, -0.0035, 0.0023
Si, 5.5173, 5.4319, 29.1836, -0.0402, -0.0701, 0.0144
Si, 2.7238, 8.2066, 29.176, 0.0259, -0.0152, -0.018
Si, 8.2321, 8.1805, 29.1803, 0.0148, -0.0357, 0.0143
Si, 1.3673, 1.3673, 30.5472, 0.2019, -0.2058, 0.0589
Si, 6.8362, 1.3673, 30.5472, -0.1533, 0.1045, 0.0633
Si, 4.1018, 4.1018, 30.5472, 0.2197, -0.2123, -0.0862
Si, 9.5708, 4.1018, 30.5472, -0.1222, 0.1388, -0.0175
Si, 1.3673, 6.8362, 30.5472, -0.1235, 0.1477, 0.0799
Si, 6.8362, 6.8362, 30.5472, 0.3035, -0.0927, -0.0083
Si, 4.1018, 9.5708, 30.5472, -0.0769, 0.0965, -0.0311
Si, 9.5708, 9.5708, 30.5472, 0.2333, -0.1279, -0.0747
Si, 2.7345, 0, 0.6835, -0.2036, 0.125, 0.1349
Si, 8.2035, 0, 0.6835, 0.0343, -0.0776, -0.1007
Si, 0, 2.7345, 0.6835, -0.0424, -0.1703, -0.1046
Si, 5.469, 2.7345, 0.6835, -0.1601, 0.2276, 0.2069
Si, 2.7345, 5.469, 0.6835, 0.0913, -0.1069, -0.1358
Si, 8.2035, 5.469, 0.6835, -0.1625, 0.1611, 0.1681
Si, 0, 8.2035, 0.6835, -0.1471, 0.1649, 0.1804
Si, 5.469, 8.2035, 0.6835, 0.0058, -0.1277, -0.1441
Si, 4.0669, 1.4028, 2.0667, -0.0312, 0.124, -0.0408
Si, 9.5523, 1.3729, 2.052, 0.0539, 0.0095, 0.0354
Si, 1.375, 4.0856, 2.0313, 0.0591, -0.049, 0.0192
Si, 6.8022, 4.1414, 2.0708, -0.0919, 0.0477, -0.0339
Si, 4.1257, 6.8112, 2.0391, 0.0396, -0.0061, 0.0555
Si, 9.5375, 6.865, 2.0651, -0.095, 0.0265, -0.0858
Si, 1.3418, 9.6009, 2.0588, -0.0335, 0.0354, -0.022
Si, 6.827, 9.5763, 2.0413, 0.0582, 0.0451, 0.0482
Si, -0.0385, 0.034, 3.4813, 0.0499, -0.0737, -0.1508
Si, 5.4431, 0.0167, 3.3549, -0.1844, -0.0134, 0.203
Si, 2.7034, 2.7747, 3.5068, 0.0581, -0.1942, -0.1534
Si, 8.1582, 2.7517, 3.3753, 0.021, 0.0854, 0.1152
Si, -0.0062, 5.4537, 3.3192, -0.0822, 0.1539, 0.3738
Si, 5.4417, 5.4897, 3.5387, 0.0412, -0.0489, -0.2331
Si, 2.7554, 8.2031, 3.314, -0.1065, 0.0567, 0.2744
Si, 8.1423, 8.2294, 3.4842, 0.2304, -0.069, -0.1123
Si, 1.3145, 1.4119, 4.8732, -0.0954, -0.0196, 0.1491
Si, 6.7594, 1.419, 4.7535, 0.306, 0.0312, -0.1483
Si, 4.0336, 4.1509, 4.9277, 0.0749, 0.2618, 0.1571
Si, 9.5408, 4.1185, 4.7229, 0.1674, -0.2396, -0.3075
Si, 1.3798, 6.8265, 4.6491, 0.0973, 0.0013, -0.1845
Si, 6.7642, 6.9221, 4.9131, -0.296, -0.0188, 0.1422
Si, 4.0797, 9.5802, 4.7103, 0.0579, -0.0564, -0.1477
Si, 9.5024, 9.6104, 4.8458, 0.028, 0.0875, 0.1055
Si, 2.6764, -0.0707, 6.1109, 0.0015, 0.0742, -0.0979
Si, 8.1197, 0.1097, 6.1861, -0.0191, -0.0528, -0.0437
Si, -0.0777, 2.8106, 6.2258, -0.0056, 0.0545, -0.0652
Si, 5.3274, 2.6688, 6.2481, 0.4171, 0.2549, 0.1491
Si, 2.6603, 5.6031, 6.249, -0.066, 0.0084, -0.0451
Si, 8.2064, 5.5121, 6.1281, -0.2693, -0.6015, 0.1184
Si, 0.0104, 8.152, 6.0104, -0.0956, -0.0246, -0.1157
Si, 5.377, 8.343, 6.2874, 0.0138, 0.0752, -0.0188
Si, 4.4079, 0.8155, 7.4064, -0.0261, -0.2029, 0.3601
Si, 9.1313, 1.7987, 7.4965, -0.0377, 0.0523, -0.6691
Si, 0.8095, 4.67, 7.3975, 0.0288, -0.0363, 0.2577
Si, 7.4143, 3.4704, 7.0687, -0.215, 0.142, -0.1551
Si, 3.5292, 7.4577, 7.5, 0.0539, -0.0684, 0.2424
Si, 10.0606, 6.3732, 7.2526, 0.2086, -0.0126, 0.3478
Si, 1.6708, 9.1186, 7.335, -0.0639, 0.0052, 0.1716
Si, 6.2761, 10.2612, 7.4308, 0.0305, -0.0291, 0.2084
H, 9.4971, 1.3499, 8.8681, -0.1689, 0.1841, 0.1127
O, 3.9375, 0.8073, 9.0085, 0.0561, -0.0454, -0.3872
O, 6.5905, 10.4082, 9.0797, -0.0459, 0.0227, -0.253
O, 0.8293, 9.6501, 8.6828, 0.0728, -0.0216, -0.2902
O, 3.9657, 7.1057, 9.069, -0.0937, 0.0328, -0.3252
O, 9.8051, 6.7249, 8.8463, 0.0595, -0.0718, -0.3824
O, 1.0017, 4.524, 9.0462, -0.0534, 0.0723, -0.3034
H, 2.8162, 7.9378, 22.5128, 0.0072, -0.0001, 0.0248
H, 5.3677, 5.6231, 22.4564, 0.0042, -0.0006, 0.0287
O, 7.9734, 3.1566, 22.4317, 0.0191, -0.0674, 0.2451
O, 0.1387, 11.0636, 22.2845, -0.0559, 0.0865, 0.2756
O, 0.4965, 5.6741, 22.3326, 0.0581, -0.0324, 0.2711
O, 2.5709, 2.5142, 22.2298, -0.0643, 0.0737, 0.2912
O, 5.8988, -0.1383, 22.2985, 0.0801, -0.0333, 0.3051
O, 8.1445, 7.8882, 22.3291, -0.0826, 0.0554, 0.2618
Si, 10.9894, 9.213, 13.9861, 0.0088, -0.0513, 0.1967
Si, 5.8963, 8.137, 16.407, -0.0093, -0.0119, 0.0527
Si, 9.1657, 0.9557, 19.1507, -0.0112, -0.0078, -0.1213
Si, 3.2436, 7.1181, 17.5657, 0.0234, -0.0092, -0.0019
Si, 2.2812, 4.5835, 18.9966, 0.0245, 0.0148, -0.1075
Si, 0.7169, 2.4329, 14.5673, 0.0056, 0.0359, 0.2112
Si, 7.1647, 5.7722, 11.6016, -0.0371, -0.007, 0.3672
Si, 8.6378, 3.1587, 20.9373, 0.0217, -0.0082, -0.2832
Si, 5.5119, 3.3495, 12.0157, -0.0069, -0.0174, 0.2754
Si, 1.254, 3.6946, 10.4146, 0.0451, -0.009, 0.3651
Si, 2.4619, 0.7656, 18.2945, 0.0041, -0.0059, -0.067
Si, 2.965, 9.3965, 19.7201, -0.0026, -0.0165, -0.1471
Si, 5.9694, 3.5744, 16.1457, -0.0208, 0.0077, 0.0743
Si, 3.1237, 2.2954, 20.7181, 0.0309, -0.0068, -0.2766
Si, 7.2861, 5.9661, 14.6385, 0.0219, -0.0145, 0.1894
Si, 6.1744, 1.2334, 14.3047, -0.0314, -0.0045, 0.1643
Si, 9.9772, 4.8019, 15.6453, 0.0012, 0.0012, 0.0708
Si, 8.3596, 3.6481, 18.0754, -0.004, -0.0051, -0.0745
Si, 10.7315, 1.5113, 11.7314, 0.0121, 0.012, 0.3984
Si, 4.0074, 10.0045, 14.6653, 0.0207, -0.0001, 0.1711
Si, 3.6027, 1.5569, 10.4065, -0.0324, 0.0748, 0.4637
Si, 6.8154, 9.397, 10.3327, -0.0012, -0.0358, 0.3742
Si, 5.1385, -0.1639, 20.8778, -0.0737, -0.0101, -0.2869
Si, 0.5514, 9.6158, 10.2748, 0.05, 0.0122, 0.4256
Si, 2.473, 10.0854, 12.2276, 0.0152, -0.0487, 0.3206
Si, 8.9154, 7.89, 20.8886, 0.0419, 0.0144, -0.2628
Si, 7.2749, 9.5702, 18.8735, 0.0103, 0.0054, -0.0988
Si, 8.4416, 10.6923, 12.8371, 0.0156, -0.0048, 0.2615
Si, 3.0623, 5.4034, 12.4017, -0.0049, 0.0049, 0.2656
Si, 10.7577, 5.2894, 20.9043, -0.0244, -0.015, -0.2664
Si, 9.1874, 7.4569, 10.1331, -0.0928, 0.0771, 0.4225
Si, 1.4819, 6.63, 14.9088, -0.025, 0.0107, 0.1594
Si, 4.7197, 7.2323, 10.5037, 0.0311, -0.0265, 0.3707
Si, 2.8983, 3.0973, 16.5147, 0.0194, 0, 0.0442
Si, 1.1638, 10.6748, 16.0439, 0.0033, 0.0067, 0.0709
Si, 0.1104, 10.3108, 20.8443, 0.0279, -0.0513, -0.267
O, 7.8546, 8.2951, 9.7297, 0.0231, -0.0226, -0.1233
O, 10.0532, 9.039, 20.9271, -0.0124, 0.0029, 0.0832
O, 8.0884, 4.047, 19.658, 0.0095, -0.0082, 0.1082
O, 4.8207, 7.2514, 17.2257, 0.0037, 0.006, -0.0098
O, 11.0209, 9.5463, 15.5943, -0.0098, -0.013, -0.0729
O, 9.3631, 4.5823, 17.16, 0.0042, 0.0035, -0.0099
O, 3.1908, 1.6109, 17.1148, -0.0024, -0.0041, 0.0034
O, 4.1139, 9.464, 20.8892, 0.0385, 0.0099, 0.0975
O, 0.7517, 1.9941, 12.9942, -0.0387, -0.0351, -0.2229
O, 8.485, 1.5842, 20.5082, -0.0068, 0.0395, 0.1098
O, 3.2777, 3.782, 20.0349, 0.0117, -0.0399, 0.0922
O, 0.9452, 5.1827, 19.7197, -0.0556, 0.0147, 0.1032
O, 3.1386, 0.5193, 11.6036, 0.0346, 0.0813, -0.1798
O, 2.373, 7.2338, 16.1682, -0.0194, -0.0054, -0.0521
O, 6.0297, 2.3022, 13.1165, -0.0142, 0.0547, -0.1299
O, 8.4682, 10.598, 18.4894, 0.0025, 0.0028, 0.0315
O, 6.6643, 9.0869, 17.4588, 0.0082, 0.0058, 0.017
O, 5.0752, 8.9917, 15.3082, -0.0204, 0.0267, -0.0565
O, 6.2229, 10.4847, 19.7084, -0.0378, 0.0212, 0.0978
O, 3.6605, 6.7344, 11.6478, 0.0551, 0.0614, -0.1539
O, 0.6337, 7.6814, 13.9506, -0.0093, 0.0279, -0.0711
O, 10.3154, 8.5327, 10.6904, -0.0165, -0.0384, -0.1404
O, 10.3837, 3.4053, 14.8912, 0.0129, -0.0293, -0.0545
O, 4.745, 0.4849, 14.4379, 0.0055, 0.0097, -0.0586
O, 1.9667, 9.1541, 10.9855, -0.0772, -0.0094, -0.1834
O, 9.4853, 9.531, 13.3938, -0.0381, 0.0322, -0.0939
O, 2.6718, 10.2403, 15.567, 0.0185, -0.0065, -0.0548
O, 4.4587, 1.3417, 20.7446, 0.0116, -0.0077, 0.0755
O, 6.0341, 6.2657, 10.5333, -0.03, 0.0106, -0.1682
O, 2.073, 1.5804, 19.6617, 0.0121, 0.0253, 0.0923
O, 3.5317, 10.562, 18.7111, 0.0082, -0.0097, 0.0464
O, 4.9257, 2.4398, 10.7915, -0.0708, -0.0711, -0.1747
O, 0.5379, 1.1026, 15.4501, -0.0061, 0.0142, -0.057
O, 2.3761, 2.5663, 10.1142, 0.0076, -0.0015, -0.1302
O, 4.3062, 4.3321, 12.5543, 0.0013, -0.0003, -0.0874
O, 6.3727, 4.6787, 15.0237, 0.0111, 0.0234, -0.0603
O, 2.737, 8.1409, 18.7346, -0.0016, 0.0238, 0.0437
O, 8.8628, 5.5701, 14.7368, -0.0272, 0.0157, -0.0544
O, 5.3568, 8.7376, 10.7424, 0.0173, 0.0214, -0.1023
O, 6.8929, 4.1562, 11.6173, 0.0307, 0.0203, -0.1501
O, 6.9262, 6.3905, 13.103, -0.004, -0.0126, -0.221
O, 0.2291, 0.2221, 10.7812, -0.0061, -0.0699, -0.1772
O, 6.842, 3.7794, 17.4983, 0.0048, -0.0011, -0.0016
O, 1.1902, -0.0372, 17.6518, 0.0006, 0.0004, 0.0012
O, 10.1567, 3.7685, 21.0983, 0.0087, -0.0026, 0.0918
O, 6.3906, 2.0687, 15.6813, 0.0052, -0.0305, -0.0632
O, 9.2636, 1.0842, 12.3202, 0.0389, 0.0476, -0.1456
O, 7.8317, 8.2724, 19.7139, 0.0344, -0.0354, 0.0982
O, 1.8804, 3.7395, 17.638, -0.0048, 0.0028, 0.0204
O, 1.8145, 4.7263, 11.5655, -0.0647, -0.0701, -0.1659
O, 4.3648, 3.7869, 16.3756, 0.0069, 0.0009, -0.0164
O, 2.1498, 3.0933, 15.0539, -0.0249, -0.0069, -0.0573
O, 1.5756, 9.7224, 20.4794, -0.047, 0.0132, 0.0758
O, 7.5036, 10.1141, 11.6265, -0.0834, -0.0562, -0.2321
O, 10.5989, 0.4332, 19.697, 0.0269, -0.0234, 0.0875
O, 3.5773, 9.3998, 13.2043, -0.0455, 0.001, -0.1528
O, 10.8038, 2.8785, 10.8111, -0.0102, 0.0484, -0.153
O, 9.6258, 6.4373, 20.5715, 0.0056, 0.0011, 0.0733
O, 6.984, 7.2093, 15.6385, 0.0154, -0.0193, -0.0529
O, 1.1066, 10.2021, 13.1808, 0.0435, 0.031, -0.1494
O, 7.4312, 0.2203, 14.0385, 0.0491, -0.0243, -0.0973
O, 0.3925, 5.6988, 15.6839, 0.0164, 0.011, -0.0371
O, 9.107, 2.1724, 18.0503, 0.0019, -0.0076, 0.0381
O, 2.4866, 5.8433, 13.8753, 0.0534, -0.042, -0.1467
O, 8.673, 6.2681, 11.1596, 0.0885, 0.0705, -0.1903
O, 3.2047, 5.7317, 18.3709, -0.0071, -0.0151, 0.0253

Results
free energy: -128324.768 eV
free energy less fixed offsets of H -15.97, O -568.88, Si -635.61 eV per atom: -3.698 eV

The program warned: the cutoff lies below the one the program advises for these potential files; the forces do not sum to zero within the program's tolerance; the exchange-correlation potential is rough where the density is thin.
